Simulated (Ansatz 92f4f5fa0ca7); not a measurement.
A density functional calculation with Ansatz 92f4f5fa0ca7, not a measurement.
Periodic cell of 171 atoms, Si99O72, from a study of silicon, its oxide and their interface. The atomic structure is a simulated model.

Settings
functional: r2SCAN
potential files: Ansatz norm-conserving
basis: plane waves
wave-function cutoff: 1300 eV
density cutoff ratio: 4
exchange-correlation grid ratio: 1
k mesh: 2 x 2 x 1, shifted by 0.5 0.5 0.5 of a step
self-consistency stop: 5e-08 eV per atom in the density residual
occupations: Fermi-Dirac, 0.05 eV
spin: none
net charge: 0

Cell vectors (angstrom)
a  11.5403  0  0
b  0  11.5403  0
c  0.6193  2.2569  23.5795

Atoms: element, x, y, z (angstrom)
Si  8.0762  2.6159  0.1487
Si  8.1581  5.6317  0.6543
Si  7.8393  8.5911  -0.0815
Si  0.6833  2.5932  -0.0278
Si  0.544  5.6426  0.5657
Si  0.5148  8.6736  0.2368
Si  4.5183  2.5971  0.4123
Si  4.3766  5.6336  0.7342
Si  4.3743  8.6559  0.3889
Si  -1.3748  1.9555  1.224
Si  -1.4001  5.6409  1.8382
Si  -1.5955  9.2763  1.2457
Si  2.4542  1.9607  1.4727
Si  2.4083  5.6408  1.9379
Si  2.3875  9.2265  1.5904
Si  6.3665  2.0393  1.7424
Si  6.2865  5.6501  2.0077
Si  6.2785  9.2216  1.651
Si  -1.4203  3.6574  2.9898
Si  -1.5039  7.6117  3.0175
Si  -1.4772  11.3737  2.5287
Si  2.401  3.6727  3.1032
Si  2.3832  7.5583  3.2037
Si  2.4055  11.3583  2.7088
Si  6.3145  3.7587  3.2849
Si  6.2862  7.5502  3.2616
Si  6.2954  11.3781  2.7871
Si  8.2927  3.7682  4.4997
Si  8.2361  7.5012  4.5279
Si  8.2491  11.3923  4.1283
Si  0.4411  3.7221  4.4044
Si  0.3832  7.5718  4.4323
Si  0.3947  11.334  4.0402
Si  4.3068  3.7299  4.4811
Si  4.3144  7.5425  4.527
Si  4.3352  11.3457  4.1382
Si  8.2379  1.7434  5.6045
Si  8.2403  5.6226  5.9809
Si  8.2081  9.5206  5.6668
Si  0.3794  1.6729  5.4862
Si  0.4297  5.654  5.828
Si  0.3136  9.5338  5.6776
Si  4.3389  1.6858  5.5529
Si  4.2054  5.6271  5.8611
Si  4.3493  9.5341  5.7169
Si  -1.4181  1.7431  6.9991
Si  -1.3417  5.6508  7.38
Si  -1.582  9.4594  7.2093
Si  2.327  1.7313  6.7402
Si  2.3002  5.6387  7.2667
Si  2.3104  9.4572  6.9207
Si  6.2757  1.7402  6.8996
Si  6.1322  5.6394  7.1729
Si  6.3453  9.5099  7.0936
Si  -1.2941  3.5593  8.5394
Si  -1.5574  7.5812  8.8687
Si  -1.5692  11.4673  8.4236
Si  2.3177  3.4585  8.271
Si  2.258  7.7385  8.5419
Si  2.3279  11.4221  8.0646
Si  6.1528  3.5991  8.3325
Si  6.172  7.5742  8.5409
Si  6.3679  11.4948  8.3484
Si  8.1365  3.5225  9.542
Si  7.8972  6.6746  9.9943
Si  8.1571  11.9969  9.9074
Si  0.6887  2.8174  9.8901
Si  0.4628  8.299  10.0861
Si  0.4897  11.3581  9.4596
Si  4.1732  3.0853  9.6103
Si  4.196  8.4488  9.678
Si  4.2705  11.5758  9.2419
Si  1.4275  7.0236  12.8573
Si  12.3962  12.2022  18.539
Si  3.5469  13.8093  14.1419
Si  14.2827  7.3308  17.6627
Si  4.7554  11.2849  13.5084
Si  5.49  12.7043  15.8825
Si  5.6868  6.9931  17.5022
Si  7.7361  -0.8784  12.7304
Si  8.2462  0.2355  15.3791
Si  4.0151  8.4325  12.7406
Si  2.5517  4.1828  11.9485
Si  7.5806  9.5794  17.5331
Si  13.6601  12.214  21.1264
Si  7.6813  6.2047  15.4173
Si  6.8208  15.1844  21.7054
Si  14.2842  4.3474  18.1976
Si  13.1708  2.4233  16.3073
Si  6.982  7.6772  12.9143
Si  9.8487  4.9472  16.7947
Si  0.3576  6.8554  15.7478
Si  5.0816  4.8132  19.5907
Si  6.416  12.1349  21.5963
Si  2.7758  10.1111  19.0534
Si  9.4999  7.6814  17.0993
Si  -1.1672  13.5601  16.9108
Si  5.5598  11.4445  18.6684
Si  14.1735  3.6291  20.912
O  4.8733  11.357  15.1534
O  7.6019  2.0022  -1.3176
O  14.0331  5.9321  18.4289
O  8.08  6.9606  -0.3305
O  7.0925  8.9578  -1.5405
O  13.4657  3.6584  19.4312
O  0.6232  4.2465  -0.3654
O  1.0175  1.8843  -1.4877
O  0.5456  7.0715  -0.323
O  0.8474  9.6739  -1.0172
O  3.1163  15.1345  13.3571
O  5.685  12.0535  20.1481
O  7.0485  13.6042  21.6852
O  -0.226  5.3785  16.187
O  12.4521  12.5776  20.1041
O  4.3858  7.0508  -0.1833
O  4.569  9.6034  -0.9475
O  13.808  1.7571  14.9894
O  7.2834  7.2774  11.3835
O  2.6833  7.866  13.4551
O  8.2551  -0.5447  11.2278
O  9.4995  6.1967  17.8313
O  11.6002  2.4765  15.9612
O  2.0779  5.6729  12.2774
O  0.4238  6.8404  14.1242
O  7.7767  9.0846  13.1115
O  0.5337  9.9579  10.3709
O  0.5859  12.7541  10.368
O  4.2625  10.0998  10.0447
O  5.4163  12.5813  17.4975
O  6.4393  4.1775  20.2091
O  9.0003  8.9181  18.0271
O  3.8036  4.0789  10.8967
O  4.2105  13.0202  10.1353
O  3.8888  10.0274  13.0187
O  7.4047  6.4125  13.842
O  4.3588  4.0392  18.3284
O  13.4385  13.0355  17.6061
O  1.4109  10.6812  18.3415
O  14.5643  13.5908  21.2079
O  1.7711  7.3083  16.3741
O  1.2105  3.4883  11.3113
O  6.3748  6.0241  16.3786
O  8.4372  7.5723  15.8682
O  5.5484  6.2712  18.9777
O  6.4783  8.3937  17.5696
O  6.9844  10.6757  18.5508
O  0.6076  7.7027  11.6259
O  10.8857  12.5753  18.1012
O  -0.6304  7.9928  16.3793
O  4.4404  4.2009  -0.1559
O  8.0896  2.0685  10.4293
O  3.9993  7.8929  11.2119
O  5.4292  7.923  13.3404
O  9.432  1.0653  16.0529
O  3.9994  12.6619  13.0814
O  4.7282  14.0137  15.2684
O  8.0262  5.0218  10.3261
O  8.6959  4.949  15.6266
O  13.7934  3.8733  16.7215
O  14.3378  10.8177  20.5498
O  4.9503  1.6643  -0.871
O  6.2124  -0.3125  12.8158
O  9.7873  3.4549  17.4576
O  2.6057  8.5035  18.8003
O  3.9125  4.677  20.7608
O  8.6438  -0.1183  13.8448
O  7.0216  1.2958  15.4126
O  4.2499  10.4939  18.4612
O  8.1211  4.2426  -0.2488
O  4.2075  7.3716  16.9893
O  7.8357  10.3909  16.1387

Results
free energy: -45072.903 eV
free energy less fixed offsets of O -463.61, Si -117.95 eV per atom: -15.933 eV
pressure: -1.74 GPa
stress xx, yy, zz, yz, xz, xy (GPa, positive in tension): 0.23, 3.48, 1.52, -0.04, -0.56, 0.08

Forces (eV/angstrom), in the order of the atoms: element, x, y, z
Si  -0.0777  0.3688  -0.6024
Si  0.1651  -0.055  -0.7982
Si  -0.213  -0.5582  -0.233
Si  0.1177  0.282  -0.3876
Si  -0.0873  0.0824  -0.8769
Si  0.1908  -0.2433  -0.3932
Si  0.0572  0.2928  -0.6456
Si  0.0146  0.0423  -1.1555
Si  -0.1956  -0.2934  -0.6553
Si  -0.154  0.1941  -0.0989
Si  -0.1222  -0.0259  -0.3252
Si  0.0713  -0.1617  -0.3141
Si  0.086  0.0696  -0.1403
Si  -0.0231  0.005  -0.2609
Si  0.0483  -0.1198  -0.2358
Si  0.0159  0.0131  -0.0427
Si  0.119  -0.0643  -0.2338
Si  -0.0264  0.0457  -0.2062
Si  -0.0295  -0.0221  0.0188
Si  -0.0437  0.0269  0.0404
Si  0.0362  0.0292  -0.2269
Si  0.0206  -0.2009  0.3414
Si  0.0638  0.2365  0.3799
Si  -0.0266  0.0199  -0.0585
Si  0.0337  -0.0055  0.3528
Si  -0.0196  -0.0221  0.3333
Si  -0.0552  0.0038  -0.2076
Si  -0.0375  -0.1015  -0.1028
Si  0.0017  0.0893  -0.0048
Si  0.0012  0.0007  0.118
Si  0.0305  -0.1388  -0.0757
Si  0.0268  0.0976  0.0161
Si  -0.0132  0.0032  0.0213
Si  -0.0749  -0.0844  -0.2066
Si  -0.0008  0.0893  -0.0739
Si  -0.0136  0.0209  -0.0427
Si  -0.0881  0.0156  0.0152
Si  -0.0207  0.0897  0.0983
Si  -0.0485  -0.0202  -0.0505
Si  0.0319  0.1299  0.0125
Si  -0.1701  0.0028  -0.0873
Si  0.1707  -0.073  0.0533
Si  0.0097  -0.0021  0.1148
Si  0.2119  -0.0427  0.0907
Si  -0.0455  -0.1467  0.1329
Si  0.043  0.0438  -0.1208
Si  -0.0418  0.0686  0.179
Si  -0.0138  -0.0471  0.1333
Si  0.025  -0.1359  -0.3855
Si  0.0925  0.1635  0.2067
Si  -0.0033  -0.0668  -0.4053
Si  -0.024  0.0908  -0.3492
Si  -0.0839  0.0127  -0.1811
Si  -0.0091  -0.0962  -0.0977
Si  0.1808  -0.2189  0.2658
Si  0.1596  -0.2291  0.0305
Si  -0.0043  -0.0634  0.2641
Si  -0.1169  -0.02  0.0714
Si  -0.1107  0.032  -0.0853
Si  -0.2198  0.0406  0.1582
Si  -0.1634  -0.1841  0.2778
Si  -0.0228  -0.0435  -0.02
Si  0.3258  0.0881  0.2956
Si  -0.0777  -0.0423  0.5894
Si  -0.1911  0.018  0.2852
Si  -0.0471  0.1331  0.4557
Si  -0.0169  -0.1907  0.5955
Si  0.0338  0.4351  0.6708
Si  -0.0727  0.0249  0.8333
Si  0.1536  -0.3613  0.6371
Si  0.1225  0.4274  0.9638
Si  0.1041  0.0711  1.1861
Si  0.1999  0.0713  0.288
Si  0.0053  0.044  -0.1237
Si  0.1241  -0.3121  0.1393
Si  0.1426  0.0861  0.019
Si  -0.2325  -0.0381  0.1205
Si  -0.0484  0.0586  0.1398
Si  -0.2503  -0.0316  0.0278
Si  -0.2114  0.2319  0.2903
Si  -0.1084  0.1796  -0.0594
Si  -0.1423  0.279  0.3548
Si  -0.0362  -0.0268  0.1152
Si  -0.1172  0.0126  0.0978
Si  0.0384  -0.0507  -0.238
Si  -0.1367  -0.0397  -0.0746
Si  -0.03  -0.0045  -0.0549
Si  0.0246  0.1178  -0.3048
Si  0.1446  -0.0518  -0.2189
Si  -0.1106  -0.0369  0.2547
Si  0.0104  -0.2764  0.0811
Si  0.1692  0.113  -0.0162
Si  0.072  0.1685  -0.3034
Si  -0.0268  0.1016  0.019
Si  0.0207  -0.2374  -0.2174
Si  0.0062  0.2211  0.0766
Si  -0.0024  0.0369  -0.0082
Si  -0.0854  0.0553  -0.3778
Si  0.0611  0.0178  -0.1213
O  0.1669  0.2429  -0.2804
O  -0.1172  0.006  0.4301
O  0.0716  -0.1197  -0.1339
O  -0.0408  0.4792  0.5391
O  0.1015  0.1074  0.4597
O  0.2844  0.0817  0.1592
O  -0.0616  -0.3889  0.6874
O  -0.061  0.1085  0.272
O  -0.0268  0.4108  0.7529
O  -0.1374  -0.2404  0.0649
O  -0.1951  0.078  -0.4587
O  0.1845  -0.0785  0.2989
O  -0.1349  0.0123  0.0045
O  -0.2346  0.2077  0.0886
O  0.2279  -0.1588  -0.0212
O  0.0105  0.3685  0.914
O  0.0525  -0.2171  0.202
O  0.1787  0.2994  0.0763
O  0.1844  -0.101  -0.0406
O  -0.0684  -0.128  -0.3981
O  -0.0446  0.312  -0.2991
O  0.0934  0.0757  -0.4482
O  0.0036  -0.066  0.3341
O  -0.0178  -0.0235  -0.0571
O  0.1283  -0.0054  -0.0064
O  -0.0742  -0.0834  -0.1987
O  -0.0948  -0.3834  -0.6541
O  -0.0485  0.4626  -0.7032
O  0.023  -0.4958  -0.5328
O  0.0409  -0.2405  0.0668
O  -0.1279  -0.1043  0.4071
O  -0.1676  -0.184  -0.3267
O  0.0124  -0.3174  -0.2011
O  -0.0203  0.109  -0.719
O  0.2539  -0.1289  -0.1795
O  0.0386  0.2537  0.0537
O  -0.175  0.2042  0.3255
O  -0.2759  0.0282  0.0338
O  0.1419  0.2441  0.2297
O  -0.0942  0.0336  -0.0123
O  -0.1704  -0.1259  0.1006
O  0.1498  -0.0399  -0.2681
O  0.2538  0.2271  0.0128
O  0.0395  -0.1868  0.1404
O  -0.1113  -0.2217  -0.112
O  0.2142  -0.0256  -0.0729
O  -0.1144  -0.0597  -0.1446
O  0.0908  0.0537  -0.4969
O  0.2315  0.1449  -0.1442
O  -0.1383  -0.3438  0.0769
O  -0.0629  -0.3943  0.8792
O  0.0928  -0.2487  -0.692
O  0.0713  0.1039  -0.2339
O  0.1271  0.0137  -0.3094
O  -0.0701  0.0022  0.0244
O  0.0624  0.0367  0.2204
O  -0.2041  -0.2701  -0.208
O  0.126  0.5147  -0.526
O  0.1302  0.303  0.2524
O  -0.0909  -0.2091  0.2498
O  -0.1187  0.2765  -0.0164
O  -0.0084  0.2676  0.0122
O  0.1749  -0.1851  0.0154
O  0.1757  0.045  -0.2133
O  0.0519  0.1291  -0.1476
O  -0.1268  -0.2632  -0.1125
O  -0.2599  -0.1101  0.019
O  0.0566  -0.3044  0.0135
O  -0.0633  0.1562  0.2135
O  0.0059  -0.4337  0.7013
O  -0.0133  -0.0864  0.2173
O  0.0718  0.0539  0.0691

The program warned: the forces do not sum to zero within the program's tolerance.
